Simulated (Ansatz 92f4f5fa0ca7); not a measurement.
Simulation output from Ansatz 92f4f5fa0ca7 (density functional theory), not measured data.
Periodic cell of 130 atoms, Si86O44, from a study of silicon, its oxide and their interface. The atomic structure is a simulated model.

Settings: functional r2SCAN; potential files Ansatz norm-conserving; basis plane waves; wave-function cutoff 1300 eV; density cutoff ratio 4; exchange-correlation grid ratio 1; k mesh 2 x 2 x 1, shifted by 0.5 0.5 0.5 of a step; self-consistency stop 5e-08 eV per atom in the density residual; occupations Fermi-Dirac, 0.05 eV; spin none; net charge 0.

Cell vectors (angstrom)
a	10.88	0	0
b	0	10.88	0
c	0	0	19.5392

Atoms: element, x, y, z (angstrom)
Si	0.1528	-0.2455	-0.0364
Si	2.9238	2.271	0.0266
Si	-0.241	5.6745	-0.0551
Si	2.4414	8.4822	-0.1444
Si	5.2788	0.2547	-0.0473
Si	7.9303	3.0031	0.3295
Si	5.7848	5.1142	0.1337
Si	8.3401	7.7773	-0.0515
Si	1.3581	1.2264	1.402
Si	4.0659	3.973	1.3065
Si	1.3445	6.8486	1.2345
Si	4.0892	9.5163	1.2415
Si	6.713	1.3732	1.4566
Si	9.5544	4.1841	1.4682
Si	6.8718	6.7014	1.436
Si	9.4743	9.4379	1.2695
Si	0.0363	2.7139	2.6968
Si	2.7536	-0.0737	2.7564
Si	-0.0003	8.155	2.7026
Si	2.7033	5.4322	2.5885
Si	5.3773	2.7051	2.8124
Si	8.1359	-0.0536	2.6591
Si	5.4387	8.1334	2.6356
Si	8.19	5.452	2.8688
Si	1.3795	4.1095	4.0433
Si	4.0617	1.3131	4.1574
Si	1.3623	9.4851	4.1054
Si	4.0517	6.7822	3.9935
Si	6.773	4.0702	4.1409
Si	9.5178	1.3248	4.0076
Si	6.7936	9.4809	4.0441
Si	9.5391	6.8538	4.1439
Si	-0.0224	-0.0144	5.421
Si	2.7154	2.7501	5.4463
Si	0.017	5.4722	5.4387
Si	2.7435	8.1292	5.4383
Si	5.464	-0.0679	5.459
Si	8.1686	2.6667	5.4023
Si	5.3984	5.4801	5.4339
Si	8.1581	8.1955	5.4833
Si	1.3459	1.361	6.7428
Si	4.0637	4.1243	6.809
Si	1.3045	6.8923	6.8166
Si	4.1426	9.4293	6.8404
Si	6.8809	1.2581	6.7832
Si	9.4668	4.1174	6.7262
Si	6.7396	6.8547	6.8093
Si	9.5503	9.5209	6.8667
Si	-0.0092	2.7909	8.036
Si	2.6848	-0.0766	8.0796
Si	-0.0249	8.1887	8.3276
Si	2.7016	5.5935	8.1246
Si	5.4956	2.6616	8.0229
Si	8.2277	-0.038	8.2638
Si	5.5396	8.1814	8.3523
Si	8.0607	5.4524	8.1158
Si	1.3075	4.2254	9.3401
Si	4.1017	1.2986	9.2612
Si	1.412	9.6156	9.7059
Si	4.0247	6.8335	9.644
Si	6.745	3.9937	9.4665
Si	9.6088	1.4456	9.4474
Si	6.9829	9.5885	9.8495
Si	9.3703	6.7408	9.5693
Si	0.4301	0.6207	10.8552
Si	2.6664	2.7057	10.3901
Si	-0.2645	5.2127	10.8183
Si	3.1262	8.6057	11.0662
Si	5.2722	0.0502	10.886
Si	8.4545	2.9515	10.813
Si	4.8674	4.8571	10.638
Si	8.2817	7.9965	11.2888
Si	1.6654	4.068	17.4928
Si	1.9775	8.6727	13.988
Si	6.6961	1.7371	13.149
Si	10.3945	7.0662	13.3156
Si	6.6893	5.9145	12.8843
Si	10.9875	11.1272	13.8382
Si	3.7813	-2.8503	16.4925
Si	8.2231	-0.0137	15.2688
Si	6.3064	4.2367	15.0386
Si	-1.4088	1.518	17.4864
Si	0.2247	2.956	15.2818
Si	4.4518	5.3271	17.0445
Si	8.9171	15.7124	14.2989
Si	6.5901	9.3216	17.2744
O	1.3009	-1.2909	-0.6012
O	-0.5184	0.2966	-1.4591
O	1.9096	2.6867	-1.2218
O	-0.5066	2.5449	-2.8867
O	0.4658	4.9498	-1.3763
O	-4.0038	4.0078	-0.4771
O	2.9946	7.99	-1.6304
O	5.2631	4.135	-3.2706
O	6.1938	-0.2666	-1.3385
O	4.1062	1.2894	-0.6542
O	8.8213	2.2897	-0.8271
O	5.324	5.9017	-1.2599
O	7.903	4.2682	-4.0789
O	9.4901	6.7264	-0.6791
O	7.4416	8.2919	-1.3382
O	0.6546	1.6538	14.4415
O	-0.3586	0.3517	12.2957
O	1.6401	1.7247	11.3057
O	3.7184	3.742	11.1998
O	0.1326	5.9694	12.2644
O	1.4098	10.1811	13.8943
O	2.6665	8.1699	12.6084
O	4.2324	9.7781	11.4507
O	5.5881	1.0379	12.1945
O	7.9063	2.2926	12.2285
O	9.7494	3.8789	11.2628
O	5.4732	5.2849	12.0793
O	9.5248	8.163	12.4395
O	7.0554	7.3592	12.2524
O	-2.5725	1.052	16.4792
O	1.4579	14.7165	15.8742
O	-1.1575	10.5584	14.7062
O	6.0659	2.9518	14.0527
O	8.0429	4.9719	12.9045
O	9.4841	6.3428	14.4872
O	11.565	7.722	14.207
O	6.1222	5.7537	14.4092
O	4.0809	6.5121	16.0227
O	7.2876	0.57	14.0979
O	3.0765	-6.0655	17.6781
O	10.1744	3.8218	14.2723
O	5.1927	-2.1074	16.6948
O	7.5134	9.5827	15.946
O	2.9483	8.6904	15.2787

Results
free energy: -30566.660 eV
free energy less fixed offsets of O -463.61, Si -117.95 eV per atom: -24.120 eV
pressure: -1.37 GPa
stress xx, yy, zz, yz, xz, xy (GPa, positive in tension): 1.31, 0.31, 2.49, 0.45, -0.03, -0.41

Forces (eV/angstrom), in the order of the atoms: element, x, y, z
Si	0.0363	-0.1793	-0.7283
Si	0.0693	-0.0988	-0.7368
Si	-0.1977	-0.0094	-0.9024
Si	-0.0422	0.0109	-0.947
Si	0.0693	0.2942	-0.7992
Si	0.0215	-0.0769	-1.0984
Si	0.1203	0.0255	-1.1362
Si	0.0579	-0.1494	-0.756
Si	-0.0025	0.0989	-0.1617
Si	-0.043	-0.0971	-0.3533
Si	0.036	0.0716	-0.1804
Si	0.0217	0.0615	-0.1557
Si	0.0615	0.0153	-0.1811
Si	-0.0138	0.0857	-0.121
Si	-0.0377	0.0564	-0.1505
Si	0.0133	-0.0088	-0.2361
Si	0.0478	-0.0868	-0.0417
Si	-0.1039	-0.0532	0.0193
Si	-0.0389	0.0177	-0.0784
Si	0.0175	-0.0029	-0.0949
Si	-0.073	0.0588	0.1102
Si	0.0505	0.0252	-0.0654
Si	-0.0029	0.031	-0.0422
Si	0.1344	-0.0175	0.2238
Si	-0.025	-0.0566	0.0561
Si	0.0404	0.133	-0.0577
Si	0.1432	0.0345	-0.1041
Si	-0.0361	-0.0537	0.001
Si	-0.0268	-0.0646	-0.0246
Si	0.0055	0.0198	-0.0004
Si	-0.0203	0.0443	-0.0127
Si	-0.0225	-0.0482	-0.0789
Si	0.0617	0.0575	-0.0112
Si	0.0002	-0.0698	-0.0949
Si	-0.0983	0.0679	0.0116
Si	-0.0554	-0.0004	-0.0373
Si	0.0267	-0.0121	-0.0295
Si	-0.0316	0.0183	0.0329
Si	0.0089	-0.0243	-0.0572
Si	0.0571	-0.0538	0.0516
Si	-0.0525	0.0326	0.1148
Si	0.1157	0.1004	0.0671
Si	0.115	-0.1965	0.0402
Si	-0.1305	0.1123	0.1162
Si	-0.061	0.0747	-0.0136
Si	0.0745	-0.1381	0.0555
Si	0.1005	0.0306	0.0118
Si	-0.1089	-0.0166	0.0125
Si	-0.1492	0.1708	-0.1831
Si	-0.0461	-0.1393	-0.2192
Si	0.109	0.0281	0.1747
Si	0.051	0.0856	-0.112
Si	0.1146	-0.0358	-0.2109
Si	0.0239	0.1725	0.0663
Si	0.0029	-0.0426	0.2816
Si	-0.0933	-0.2196	0.0055
Si	-0.2304	-0.1292	0.259
Si	0.1219	-0.04	0.2589
Si	0.0352	0.0702	0.1523
Si	0.0493	0.0828	0.1164
Si	0.0823	-0.0076	0.1762
Si	-0.0123	0.0741	0.1637
Si	-0.053	-0.0365	0.1702
Si	0.1115	0.1264	0.0651
Si	0.11	0.3744	1.0399
Si	0.036	0.1325	1.0733
Si	0.0979	-0.171	0.9652
Si	-0.139	0.0371	0.9916
Si	-0.1965	0.1481	0.7854
Si	0.1505	-0.2757	0.7797
Si	-0.3122	-0.3081	1.1665
Si	-0.1079	-0.1202	0.8868
Si	0.017	0.0328	-0.3212
Si	-0.2505	0.2788	0.2902
Si	-0.0088	0.1072	0.1799
Si	-0.0696	-0.0945	0.489
Si	-0.1988	-0.1557	0.4449
Si	0.3075	-0.0358	0.3943
Si	0.1429	-0.0501	-0.2994
Si	0.0414	-0.0972	0.0728
Si	0.0883	-0.0604	0.4234
Si	-0.086	0.1117	0.0659
Si	-0.0032	0.1002	-0.3807
Si	0.1073	-0.2451	-0.4326
Si	0.2379	-0.1489	0.4879
Si	0.0851	-0.1307	-0.2692
O	0.0622	-0.0809	0.6858
O	0.1025	0.0657	0.5932
O	0.2043	0.0648	0.2974
O	-0.0258	-0.0491	0.03
O	-0.0091	0.0399	0.4335
O	-0.0429	0.0187	1.1448
O	-0.2274	0.1954	0.7579
O	-0.0481	0.4228	0.0488
O	-0.273	0.0024	0.486
O	-0.0505	-0.0377	0.8805
O	-0.167	0.0147	0.2407
O	0.03	-0.3327	0.706
O	-0.1758	0.0865	-0.4602
O	-0.0049	0.0222	0.9028
O	0.1993	0.0637	0.4296
O	-0.2634	-0.0659	0.0527
O	0.3199	0.0547	-0.77
O	-0.0956	-0.2212	-0.9291
O	0.3188	0.1917	-0.9731
O	-0.1843	-0.1664	-0.713
O	-0.0734	-0.1591	-0.1984
O	0.1661	0.1249	-0.8082
O	-0.0467	-0.2188	-0.6343
O	-0.0565	-0.3966	-0.7435
O	0.0125	0.1326	-0.6468
O	-0.3163	0.2589	-0.6389
O	0.2003	0.0493	-0.3934
O	-0.5156	-0.0842	-0.658
O	0.4723	0.1121	-0.5337
O	0.1807	-0.0632	-0.0199
O	-0.075	0.0089	0.5578
O	-0.021	0.2011	-0.0976
O	0.1896	-0.0426	-0.156
O	-0.2362	0.2212	0.0069
O	0.1148	0.0191	-0.6152
O	0.0218	-0.0043	-0.3488
O	0.3008	-0.1862	-0.4861
O	-0.0039	0.0194	0.3043
O	0.0391	0.1499	-0.0062
O	-0.134	-0.0128	0.1298
O	-0.1582	-0.018	0.1802
O	0.0346	-0.0258	0.1808
O	-0.181	0.1427	0.39
O	-0.03	-0.1706	-0.0417
